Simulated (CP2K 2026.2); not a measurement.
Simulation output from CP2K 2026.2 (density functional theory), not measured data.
Periodic cell of 1152 atoms, Si864O288, from a study of silicon, its oxide and their interface. The atomic structure is a simulated model.
Doubt: the forces sum to 1.39 eV/angstrom along one axis rather than to zero, so they err by at least 0.0012 eV/angstrom per atom on average; the grid cutoff is modest.

Settings: functional PBE; method Gaussian and plane waves; basis set DZVP-MOLOPT-SR-GTH; pseudopotentials GTH-PBE; grid cutoff 350 Ry, relative cutoff 50 Ry; k points Gamma only; occupations fixed; spin none; net charge 0.

Cell vectors (angstrom)
a  32.64  0  0
b  0  16.32  0
c  -0.3399  -1.581  39.0676

Atoms and the computed forces on them: element, x, y, z (angstrom), force x, y, z (eV/angstrom)
Si  0.75  13.6365  38.7959  0.2511  -0.314  0.6649
Si  3.734  1.5022  0.1042  0.1503  -0.0102  0.6555
Si  1.532  3.7509  0.1167  -0.0042  0.1263  0.6758
Si  4.0396  4.859  38.8467  -0.4168  0.402  0.5643
Si  1.2181  9.6162  0.3053  0.0929  -0.1342  0.6547
Si  4.2881  11.8669  0.0142  -0.0117  0.1774  0.6942
Si  6.9137  12.8493  38.846  -0.2068  0.2782  0.7064
Si  9.9066  1.1119  0.2204  -0.428  0.14  0.7192
Si  6.7098  4.2381  0.129  0.1481  -0.2687  0.653
Si  9.6731  6.4864  0.1526  -0.0816  0.2902  0.6861
Si  6.2475  8.1524  39.0279  0.0657  -0.1707  0.6719
Si  9.4355  12.3027  0.4251  -0.0833  0.0408  0.6171
Si  11.941  15.0276  0.4407  0.3061  0.0042  0.675
Si  15.2309  1.1993  0.3024  -0.1059  0.0926  0.7307
Si  11.9123  4.2395  0.1155  0.307  -0.2014  0.7339
Si  14.4536  5.4462  38.7725  -0.0531  -0.0419  0.842
Si  11.3222  8.6406  39.0475  0.1595  -0.2465  0.8138
Si  14.6486  10.8043  38.9628  -0.3087  0.2636  0.7027
Si  17.5218  15.4122  0.0543  0.0484  -0.3031  0.6648
Si  20.1965  1.6193  0.1815  0.2083  -0.0994  0.7951
Si  18.0286  3.8668  0.0287  -0.2371  0.1915  0.7881
Si  20.7015  6.6682  0.0787  -0.2188  0.0862  0.6652
Si  16.8103  8.4065  38.8226  0.371  -0.2581  0.6994
Si  20.7926  12.0203  0.0193  -0.387  0.2542  0.5824
Si  23.3298  14.65  0.2433  -0.0597  0.2167  0.7281
Si  25.9375  -0.5874  39.0531  -0.2187  0.1081  0.7255
Si  22.8169  4.3636  0.1465  0.2184  -0.0602  0.756
Si  26.2181  6.5903  0.0436  -0.2704  0.1462  0.7209
Si  23.0189  9.7595  0.2403  0.2189  -0.2694  0.662
Si  25.4984  12.4086  0.1482  0.3079  -0.1452  0.7033
Si  28.1285  13.4535  39.0663  0.1047  -0.1857  0.6862
Si  31.4668  1.0975  0.0477  -0.112  0.1313  0.7462
Si  28.3631  4.2437  0.116  0.204  -0.121  0.7554
Si  31.0151  7.0354  0.0896  0.3173  -0.244  0.7426
Si  28.8645  9.3445  0.2316  -0.2219  0.1518  0.7733
Si  31.6407  11.8474  0.1425  -0.0753  0.1799  0.7917
Si  2.6097  16.2212  1.3056  -0.0528  -0.063  -0.0101
Si  5.428  2.6472  1.2959  -0.0027  0.0048  -0.0436
Si  2.755  5.403  1.2242  0.0234  0.0315  -0.0506
Si  5.4152  8.0998  1.1832  0.0049  -0.0147  -0.0502
Si  2.7864  10.8381  1.4841  0.0081  0.009  -0.0297
Si  5.4996  13.527  1.1751  -0.029  0.0089  -0.0755
Si  8.1142  16.2405  1.1749  -0.0386  0.0179  -0.0955
Si  10.9062  2.7155  1.586  0.0059  0.0066  -0.0393
Si  8.1837  5.3673  1.5326  0.0069  0.0169  -0.0328
Si  10.7828  8.311  1.1805  0.0546  -0.0263  -0.0058
Si  8.027  10.8265  1.4779  -0.0122  -0.0211  -0.0248
Si  10.7606  13.6156  1.7866  0.0033  -0.0483  -0.0031
Si  13.6375  -0.0383  1.5189  -0.021  -0.002  -0.0612
Si  16.4054  2.8314  1.4279  0.0426  0.036  -0.0321
Si  13.6255  5.4927  1.1406  -0.0064  0.0406  -0.0759
Si  16.143  8.3409  1.1549  0.0293  -0.023  -0.0467
Si  13.4296  11.1474  1.2583  0.072  -0.0156  -0.0369
Si  16.3044  13.7719  1.2724  0.0381  -0.0053  -0.0439
Si  19.0603  0.0726  1.4904  0.0276  0.0185  -0.0362
Si  21.7522  2.7819  1.4702  0.0028  -0.0118  -0.0478
Si  19.055  5.5318  1.3266  0.011  -0.0292  -0.0217
Si  21.8538  8.1418  1.4327  -0.0011  0.0296  -0.0222
Si  18.9648  10.9338  1.0636  -0.0366  -0.0073  -0.0225
Si  21.7888  13.5191  1.5384  -0.0149  -0.0041  -0.0421
Si  24.5617  -0.0016  1.3143  0.019  0.0493  -0.0438
Si  27.2512  2.6258  1.3756  -0.0202  0.0183  -0.0233
Si  24.5288  5.4754  1.3079  0.0292  0.0029  -0.0472
Si  27.2288  8.1844  1.4257  0.0013  -0.0058  -0.071
Si  24.4536  10.9401  1.626  0.0007  0.0131  -0.0187
Si  27.2478  13.4999  1.2955  -0.0363  0.0327  -0.0552
Si  29.9526  16.2311  1.3713  0.0075  -0.005  -0.04
Si  -0.01  2.6107  1.4247  -0.0322  -0.0366  -0.0455
Si  29.953  5.3979  1.3843  -0.0147  0.0053  -0.0399
Si  32.6238  8.0617  1.4753  -0.0372  -0.0167  -0.063
Si  30.0359  10.8514  1.5231  -0.0086  0.0013  -0.0368
Si  0.123  13.5723  1.2256  0.0118  0.0868  -0.0271
Si  1.3352  1.2504  2.7686  0.0267  0.0103  0.0304
Si  4.0963  4.0577  2.6583  -0.0542  -0.0128  0.0508
Si  1.4088  6.6903  2.6948  0.0486  -0.0037  -0.0018
Si  4.1108  9.3897  2.719  0.0405  -0.0333  0.033
Si  1.4356  12.2842  2.7246  -0.029  -0.0007  0.0305
Si  4.1073  14.8987  2.5685  0.0113  -0.0227  -0.0038
Si  6.7798  1.2729  2.6196  0.0587  -0.0082  -0.0189
Si  9.5033  4.0248  2.8856  0.0016  0.0177  0.0503
Si  6.7584  6.8103  2.6909  -0.0181  0.0435  0.0438
Si  9.4607  9.4812  2.7402  0.0167  -0.0043  0.0182
Si  6.7041  12.2389  2.7618  -0.0193  0.0226  0.0454
Si  9.3674  15.0762  2.8545  -0.0511  0.0665  0.0563
Si  12.3121  1.3749  2.8562  0.0029  -0.0009  0.0151
Si  14.9524  4.2007  2.6476  -0.0299  -0.0123  -0.0159
Si  12.2272  6.8964  2.5236  -0.0015  -0.006  0.0407
Si  14.8147  9.6699  2.5788  -0.057  -0.0153  0.0224
Si  12.2429  12.282  2.9129  0.0421  -0.0034  0.0605
Si  14.9996  14.9633  2.8309  0.0011  -0.0572  0.0419
Si  17.6967  1.4352  2.8317  -0.0038  -0.022  0.0433
Si  20.3787  4.1676  2.7851  -0.0234  0.0135  0.0241
Si  17.5824  6.9337  2.5428  -0.0249  0.0177  -0.0095
Si  20.321  9.5586  2.5724  0.0346  0.061  0.0267
Si  17.6755  12.3046  2.5481  -0.0124  -0.0028  0.0456
Si  20.4089  14.9628  2.7598  0.018  0.0128  0.0271
Si  23.1773  1.3615  2.692  0.011  -0.0197  0.0132
Si  25.8322  4.0236  2.6797  0.0006  0.0164  -0.0074
Si  23.2195  6.8029  2.772  -0.0005  -0.0338  -0.0002
Si  25.8704  9.5142  2.7999  0.0126  -0.0325  0.0303
Si  23.0917  12.2336  2.9705  -0.0144  0.0281  0.0434
Si  25.89  14.914  2.6985  -0.0077  -0.0383  0.0238
Si  28.6329  1.3135  2.7444  0.0029  -0.0099  0.0027
Si  31.3025  4.0307  2.7311  -0.0135  -0.0123  -0.0027
Si  28.5949  6.7802  2.7657  0.0129  0.0251  0.0381
Si  31.3346  9.4556  2.8654  0.0017  -0.0012  0.0441
Si  28.5877  12.2109  2.7447  0.0011  0.0249  -0.0092
Si  31.3409  14.8556  2.6713  0.02  -0.0297  0.0057
Si  -0.0147  -0.0893  4.1074  -0.0073  0.0009  -0.0212
Si  2.729  2.684  4.038  0.0093  0.0036  -0.0358
Si  0.0418  5.3689  4.0805  -0.0148  0.0282  0.007
Si  2.7247  8.0778  4.0802  -0.0009  0.0154  -0.0086
Si  0.0708  10.8914  4.1012  -0.0104  0.004  -0.0258
Si  2.7909  13.605  4.0706  0.0085  0.0013  -0.0141
Si  5.4173  -0.052  4.0039  -0.014  0.0017  -0.01
Si  8.0984  2.6294  4.0993  -0.0202  -0.0399  -0.0193
Si  5.419  5.4227  4.0523  -0.0124  -0.0137  -0.0108
Si  8.1173  8.1365  4.0979  -0.022  0.0082  -0.0108
Si  5.4013  10.8232  4.0984  0.005  -0.0018  -0.0128
Si  8.0658  13.608  4.1365  -0.0183  -0.0013  -0.0295
Si  10.849  0.0545  4.1564  0.0079  -0.031  -0.0217
Si  13.6577  2.8134  4.0958  0.028  -0.0153  -0.0015
Si  10.9112  5.5158  4.0283  0.0347  0.0307  -0.0663
Si  13.5494  8.2227  3.9779  -0.0045  0.0062  -0.038
Si  10.8345  10.8475  4.1183  -0.0123  -0.0205  -0.0349
Si  13.6321  13.6312  4.1982  0.0115  0.0271  0.0183
Si  16.3341  0.0457  4.1497  0.006  0.0284  -0.0025
Si  19.0547  2.7935  4.1538  0.005  0.0077  -0.0117
Si  16.3026  5.5553  3.997  0.0368  -0.0089  0.0128
Si  18.9857  8.2137  3.9714  0.0178  -0.0333  -0.0309
Si  16.2871  10.9511  3.9447  -0.0075  0.0213  -0.0346
Si  19.0086  13.5939  4.0471  -0.0154  -0.028  -0.0241
Si  21.8012  0.0148  4.0714  0.0085  0.0083  -0.0093
Si  24.4913  2.7111  4.0897  0.0045  0.0292  0.0082
Si  21.794  5.481  4.1063  0.0176  -0.0244  0.0031
Si  24.5201  8.1599  4.1513  -0.0256  0.002  0.0031
Si  21.6556  10.8243  4.1123  -0.0037  -0.0181  -0.0004
Si  24.528  13.6319  4.1584  0.0192  0.0149  -0.0115
Si  27.2398  -0.0404  4.0796  -0.0307  -0.0047  -0.0403
Si  29.9522  2.6895  4.1065  -0.0107  -0.0207  0.0064
Si  27.2065  5.3905  4.0647  -0.0144  -0.0012  -0.0332
Si  29.9362  8.1148  4.1686  -0.0005  -0.0156  -0.0143
Si  27.2457  10.8636  4.1281  -0.0048  0.0046  -0.0034
Si  29.9562  13.5675  4.0823  0.0254  0.022  -0.0104
Si  1.3876  14.9544  21.7833  0.0208  0.0098  0.0098
Si  4.0734  1.3906  21.7305  0.011  -0.0057  -0.0178
Si  1.3474  4.1421  21.8125  -0.0001  -0.0116  0.0095
Si  4.0791  6.8715  21.8243  0.0075  -0.0021  -0.0022
Si  1.3301  9.5072  21.8409  -0.0052  -0.0141  0.0215
Si  4.0862  12.2487  21.7814  -0.0024  -0.0042  0.0106
Si  6.8483  14.9563  21.7596  0.0108  0.0157  0.0026
Si  9.5555  1.3693  21.7459  0.0193  -0.0166  -0.0067
Si  6.8159  4.1048  21.743  0.0091  0.0069  0.0057
Si  9.513  6.8318  21.6797  0.009  -0.0275  -0.0026
Si  6.7715  9.5664  21.8338  -0.0063  -0.0033  0.0153
Si  9.4999  12.2437  21.8245  -0.0087  0.0193  0.0224
Si  12.2453  14.9404  21.737  0.0011  -0.0065  0.0037
Si  14.94  1.259  21.5987  0.0094  -0.0328  -0.0066
Si  12.2145  4.0484  21.6376  -0.0022  -0.0175  0.0144
Si  14.9576  6.8075  21.6383  -0.0098  -0.0011  -0.0017
Si  12.227  9.5431  21.7205  0.0143  -0.0102  0.0059
Si  14.9437  12.2673  21.7129  -0.0033  0.0144  0.017
Si  17.6598  14.907  21.6726  -0.015  -0.0144  0.0067
Si  20.4365  1.3103  21.6649  -0.0108  0.0093  0.0042
Si  17.7147  4.0874  21.5792  -0.0035  0.0179  -0.0142
Si  20.4212  6.8096  21.6176  -0.002  0.0077  0.004
Si  17.7099  9.563  21.6425  0.0245  -0.0042  -0.0052
Si  20.399  12.1819  21.7573  -0.0293  -0.005  0.0203
Si  23.1233  14.9239  21.7406  -0.009  0.0046  0.0153
Si  25.887  1.361  21.7655  -0.0152  0.0232  0.0217
Si  23.1552  4.0771  21.6539  0.0056  0.0249  0.0044
Si  25.8358  6.8189  21.8252  0.0136  0.0093  0.01
Si  23.1124  9.5096  21.771  0.0182  0.0017  0.0018
Si  25.8002  12.2427  21.7941  0.0013  0.0016  0.0126
Si  28.5432  14.9694  21.8129  -0.0055  0.0099  0.0129
Si  31.2608  1.3967  21.7624  0.0058  -0.0055  -0.0032
Si  28.5682  4.1187  21.8185  0.0008  0.0072  0.0061
Si  31.2714  6.787  21.8412  0.0091  -0.0012  0.0091
Si  28.5396  9.5086  21.7995  0.0065  -0.0092  0.0004
Si  31.2633  12.2146  21.8201  -0.0007  -0.0168  0.0135
Si  2.7695  0.0151  23.1104  -0.0164  -0.0126  0.0231
Si  5.4197  2.7593  23.0743  0.0119  -0.021  -0.0047
Si  2.7046  5.5342  23.1776  -0.0099  0.0369  0.0191
Si  5.3973  8.2488  23.2372  -0.0061  -0.0028  0.0484
Si  2.714  10.8989  23.145  0.0101  0.0039  -0.0174
Si  5.4982  13.5867  23.1116  -0.007  0.0067  0.0019
Si  8.2134  0.0091  23.1084  -0.0135  -0.0361  0.0343
Si  10.9588  2.6927  23.1035  0.0117  0.0061  0.0356
Si  8.2078  5.4759  23.0589  -0.0122  -0.0073  0.0231
Si  10.8505  8.1783  23.0538  0.0236  -0.0235  -0.0027
Si  8.1207  10.911  23.2366  -0.021  0.0025  0.0053
Si  10.9139  13.5991  23.1442  0.0224  0.0122  0.0249
Si  13.624  -0.0396  23.0857  0.0437  0.0118  0.0092
Si  16.3618  2.6325  22.7935  0.0096  -0.015  -0.0367
Si  13.5436  5.4476  22.9323  0.0118  0.0281  0.0386
Si  16.3643  8.1795  22.9263  0.0006  -0.0131  -0.0053
Si  13.5892  10.9094  23.0683  -0.0395  0.0152  0.0071
Si  16.2776  13.6276  23.101  0.0052  0.0138  0.0138
Si  19.0764  -0.0973  22.9789  0.0204  0.0096  0.0119
Si  21.8303  2.6845  22.9711  -0.0114  -0.0373  -0.0136
Si  19.0789  5.4444  22.9362  -0.0279  -0.004  0.0309
Si  21.6897  8.15  23.0645  -0.0371  0.0011  0.0087
Si  19.0144  10.838  23.1388  0.0253  -0.0067  0.0584
Si  21.7689  13.5409  23.1023  0.0191  0.009  0.0203
Si  24.5048  -0.0256  23.068  0.0457  -0.0044  -0.0171
Si  27.2328  2.7321  23.1606  0.0008  -0.0228  0.0397
Si  24.4176  5.43  23.0998  -0.0103  -0.0315  0.0066
Si  27.194  8.1921  23.22  -0.0336  -0.0181  -0.0064
Si  24.4635  10.8515  23.1682  0.0104  -0.014  -0.0061
Si  27.1321  13.6267  23.1596  -0.0182  0.0004  0.0292
Si  29.9096  0.0542  23.14  -0.0212  0.04  0.0026
Si  -0.0421  2.7651  23.125  -0.0017  0.0048  0.0322
Si  29.8886  5.4803  23.2449  -0.0034  -0.0123  0.0234
Si  -0.011  8.1164  23.2341  -0.0009  0.0386  0.0204
Si  29.9131  10.8134  23.1794  0.0142  -0.011  0.0071
Si  0.0021  13.6034  23.1343  0.0066  -0.0183  -0.0078
Si  1.3469  1.3786  24.4004  0.0232  -0.0449  -0.0364
Si  4.082  4.14  24.4428  0.0118  -0.0074  0.005
Si  1.3918  6.8524  24.6695  -0.0044  0.0041  -0.0059
Si  3.9899  9.6392  24.6558  0.0325  -0.0229  0.0251
Si  1.35  12.2331  24.4961  -0.0066  -0.0616  0.0039
Si  4.2228  15.0045  24.4371  -0.008  0.0468  -0.0446
Si  6.8061  1.3997  24.3798  -0.0235  -0.0067  -0.0254
Si  9.6249  4.1367  24.3865  0.0226  0.0194  -0.0457
Si  6.8474  6.8178  24.437  -0.0003  -0.0046  -0.045
Si  9.519  9.4849  24.4988  -0.0114  0.0038  0.0289
Si  6.7411  12.2842  24.6392  -0.0153  -0.0035  0.0214
Si  9.6039  15.0046  24.5101  0.014  -0.0221  -0.0225
Si  12.3414  1.3158  24.4996  -0.0394  0.0448  -0.0123
Si  14.9454  3.9515  24.0336  -0.0243  -0.0429  -0.0952
Si  12.2157  6.8027  24.3627  -0.0127  -0.0438  -0.0033
Si  15.0203  9.5144  24.2819  0.0272  -0.0088  -0.0238
Si  12.2621  12.2256  24.5315  0.0295  0.0182  -0.0368
Si  14.9473  14.9797  24.5432  0.0028  -0.0215  0.0141
Si  17.7034  1.3295  24.1862  -0.0278  -0.0014  -0.0644
Si  20.4424  4.0426  24.2326  0.0383  0.0077  -0.0583
Si  17.728  6.8335  24.2586  0.0314  0.0501  -0.0444
Si  20.315  9.392  24.5325  -0.0072  -0.0057  -0.0253
Si  17.6305  12.2653  24.4374  0.0056  0.0015  -0.0491
Si  20.3821  14.8813  24.4304  -0.0171  0.0176  -0.0423
Si  23.1671  1.3508  24.3782  0.0035  0.0448  -0.001
Si  25.8076  4.0966  24.4447  -0.0536  0.02  -0.0528
Si  22.9777  6.7638  24.4278  -0.0105  -0.0147  -0.0288
Si  25.7994  9.5208  24.5968  -0.0059  0.0178  -0.022
Si  23.0639  12.1629  24.5225  -0.0446  0.0042  0.0048
Si  25.7703  15.0003  24.5612  0.0066  -0.0051  -0.0133
Si  28.5939  1.3925  24.5839  0.012  -0.0006  -0.0232
Si  31.2517  4.0784  24.5725  -0.0187  -0.0199  -0.0195
Si  28.5546  6.8903  24.6457  0.0558  0.0047  -0.0309
Si  31.2239  9.4124  24.613  -0.0539  -0.0104  -0.0469
Si  28.4955  12.2008  24.4298  0.0083  -0.0486  -0.0339
Si  31.3036  15.0177  24.4423  0.0047  0.0311  -0.0095
Si  0.0036  0.0535  25.8264  0.0128  0.0308  0.0372
Si  2.708  2.752  25.7191  -0.0255  -0.0149  0.0306
Si  0.0178  5.3826  25.9283  0.0235  -0.0385  0.0368
Si  2.6225  8.3446  26.1336  -0.0368  0.0307  0.0313
Si  -0.0172  10.8403  25.8451  0.0709  -0.041  0.008
Si  2.7464  13.6897  25.6783  0.0505  0.0414  0.0526
Si  5.6045  0.0259  25.8538  0.0403  -0.0629  0.0104
Si  8.1722  2.8153  25.621  -0.0112  0.0176  0.0554
Si  5.4563  5.4875  25.7768  -0.0008  0.0398  0.0469
Si  8.1667  8.1423  25.8811  -0.0204  -0.0139  0.0697
Si  5.302  11.0103  26.1092  -0.0435  0.0275  0.0253
Si  8.2256  13.6461  25.8822  -0.0092  0.0055  -0.0031
Si  10.9836  0.031  25.9519  -0.0005  -0.0067  0.0421
Si  13.8031  2.7537  25.655  -0.0193  -0.0048  0.063
Si  10.9402  5.4616  25.8406  -0.0288  0.0165  0.0491
Si  13.7052  8.1258  25.5829  -0.0006  -0.0553  0.0425
Si  10.8946  10.7864  25.873  0.0052  0.0213  0.048
Si  13.6179  13.5878  25.9732  -0.0319  -0.008  0.0508
Si  16.388  0.153  25.6929  -0.0212  -0.0183  0.0842
Si  19.0911  2.6607  25.483  0.0477  -0.01  0.043
Si  16.3454  5.2788  25.2217  0.0383  0.0294  -0.0103
Si  18.9361  7.9856  25.9344  0.0053  0.0088  0.0576
Si  16.2864  10.8431  25.7318  0.0306  0.0332  0.0496
Si  18.9726  13.5822  25.8565  0.0152  -0.0025  0.0326
Si  21.7561  0.0232  25.6643  -0.0558  -0.0175  0.0578
Si  24.5077  2.662  25.7956  0.0461  -0.0603  0.0408
Si  21.6129  5.3413  25.7583  0.0261  0.018  0.0219
Si  24.3025  8.1221  25.7971  0.0082  0.0545  0.0596
Si  21.6284  10.8221  25.8784  -0.0227  -0.0251  0.0566
Si  24.3749  13.5633  25.8807  0.0333  0.0144  -0.0032
Si  27.1834  0.0594  25.9336  -0.0187  -0.0144  0.0192
Si  29.9441  2.7392  26.0396  0.0162  -0.0198  0.0478
Si  27.0854  5.5218  25.8296  -0.0286  -0.0028  0.0423
Si  29.8871  8.138  26.2073  0.0254  -0.0024  0.0561
Si  27.1818  10.9206  25.9474  -0.0236  0.0065  0.0162
Si  29.8853  13.6334  25.6438  -0.0516  0.0214  0.0274
Si  1.7376  -0.9939  26.9744  -0.2852  -0.1335  -0.7856
Si  3.9505  1.2367  26.9486  0.2134  0.1729  -0.7378
Si  1.1672  3.749  27.186  0.0448  0.1157  -0.7955
Si  4.3339  7.075  27.1012  -0.1551  -0.084  -0.8382
Si  0.8158  9.413  27.5602  0.5176  0.3476  -0.5891
Si  3.9614  12.6742  27.3685  0.053  -0.377  -0.6518
Si  7.3561  -0.9109  27.198  -0.3883  -0.2276  -0.7423
Si  9.4127  1.4465  27.003  0.2618  0.016  -0.7188
Si  7.046  4.3007  27.0407  -0.2131  -0.0861  -0.7406
Si  9.2935  6.5176  27.2132  0.2454  0.2079  -0.7142
Si  6.5315  9.2738  27.1578  0.083  0.2269  -0.8687
Si  9.6722  12.3173  27.1889  -0.2481  -0.1954  -0.704
Si  11.9179  14.5931  27.3086  0.3251  0.3364  -0.7437
Si  15.5198  1.8989  27.0356  -0.1145  -0.0867  -0.7582
Si  12.7058  4.3253  26.9482  -0.2441  -0.0038  -0.7365
Si  14.9289  6.4031  26.5896  -0.141  0.1578  -0.6333
Si  12.5928  9.601  26.9953  -0.1704  -0.0968  -0.7256
Si  14.7633  11.8874  27.1741  0.1487  0.2855  -0.7325
Si  17.9678  -0.9327  26.9908  -0.1503  -0.2396  -0.7496
Si  20.232  1.2412  26.9272  0.2342  0.1447  -0.6938
Si  17.6921  4.0528  26.6358  0.0141  0.0129  -0.5114
Si  19.9053  6.1683  27.1882  0.105  0.2566  -0.7041
Si  17.7052  9.6262  27.1268  -0.1088  -0.2757  -0.7043
Si  19.9324  11.867  27.1632  0.2273  0.1801  -0.7947
Si  22.9412  14.9792  27.1039  -0.0621  -0.2019  -0.6276
Si  26.1167  1.7003  27.2682  -0.2523  -0.277  -0.754
Si  23.2587  4.2143  26.9762  -0.2413  -0.2388  -0.764
Si  25.3937  6.5637  27.1339  0.2919  0.2075  -0.6396
Si  22.9398  9.4088  27.2117  -0.0788  -0.0112  -0.7091
Si  26.1188  12.6246  27.1793  -0.2163  -0.2403  -0.7573
Si  28.4309  14.7513  27.0547  0.0451  0.2355  -0.7316
Si  31.5876  1.5183  27.323  -0.2725  -0.0613  -0.7074
Si  28.263  4.0146  27.1302  0.2541  0.0233  -0.721
Si  31.5636  6.8246  27.4137  -0.4602  -0.1228  -0.6695
Si  28.8297  9.9934  27.3758  -0.2166  -0.3716  -0.7085
Si  31.0987  12.1613  26.9263  0.0642  0.0794  -0.6481
Si  5.3929  1.481  31.8734  -0.1655  -0.0315  0.0573
Si  7.8133  0.9319  33.8462  -0.0749  -0.0083  -0.0105
Si  3.1222  5.1301  29.2691  0.0201  -0.1738  -0.1508
Si  18.0195  13.4313  36.1084  -0.0034  0.0897  0.1116
Si  10.081  7.7239  32.523  -0.0178  -0.0071  -0.1061
Si  10.9633  3.1635  29.1583  0.0299  0.0635  -0.1465
Si  7.1113  9.9901  34.6438  -0.0195  -0.018  -0.0584
Si  10.7058  6.1607  29.8631  0.0101  0.0566  -0.1245
Si  6.9838  7.4242  36.0597  -0.0637  0.0894  0.1079
Si  12.4608  1.9504  31.4447  0.0097  0.0556  0.0624
Si  11.574  13.5635  34.5313  -0.0489  -0.0217  0.0932
Si  13.1128  12.6785  37.0944  0.0366  -0.1763  -0.0223
Si  14.9698  0.3534  34.2879  0.017  0.0398  0.1055
Si  21.6864  7.4436  29.3535  0.0099  -0.0313  -0.0978
Si  12.78  -0.6041  32.7424  -0.1439  -0.0549  0.0468
Si  19.3244  5.7183  36.2828  0.1086  -0.0718  0.0294
Si  19.8536  8.0928  31.8339  0.0122  0.0513  -0.0796
Si  14.7779  12.2547  30.1505  0.0373  -0.0065  -0.1388
Si  20.6696  8.0234  34.8955  0.0793  -0.0683  0.0172
Si  17.4209  -0.719  29.9642  -0.004  0.0883  -0.1208
Si  26.4925  3.5062  34.1188  0.0845  -0.0887  -0.0214
Si  26.1079  4.3254  31.3132  0.0014  0.0064  0.067
Si  24.0784  11.2328  32.1402  -0.0379  0.0359  0.0708
Si  29.7124  1.3198  36.921  0.0387  -0.0106  0.1316
Si  24.4576  8.3851  32.5185  -0.0563  -0.0141  -0.0069
Si  -0.1986  9.3175  33.2897  -0.0928  0.0421  -0.0976
Si  17.0123  3.1951  31.6577  -0.0041  -0.0765  0.0785
Si  32.1052  13.1374  29.6795  -0.0523  0.0567  -0.0471
Si  29.2042  7.2893  31.6577  0.0665  -0.1076  -0.0443
Si  24.2558  11.4321  29.1172  -0.043  0.0046  -0.0744
Si  31.2966  5.6378  30.4168  0.0402  0.0164  -0.0234
Si  25.5666  -0.4893  31.7311  -0.0416  -0.0875  0.0071
Si  23.158  6.4245  34.4419  -0.0627  -0.0107  0.0786
Si  6.0484  13.7933  29.2017  -0.1188  0.0392  0.0076
Si  2.2031  13.7081  29.477  0.2229  -0.0713  -0.1542
Si  4.0807  13.9535  34.5107  -0.0209  -0.0088  -0.0403
Si  10.3273  12.7008  32.0648  -0.041  0.1322  0.0501
Si  31.6373  5.5607  36.2102  0.0115  0.0259  0.0846
Si  4.6495  8.5295  34.6243  -0.0273  0.0086  -0.0252
Si  13.0005  7.9757  29.5104  0.0585  -0.1212  -0.1432
Si  1.4067  12.926  35.6713  -0.107  0.0813  0.2571
Si  5.2863  2.9325  29.2345  -0.0501  0.0783  -0.0913
Si  9.8959  2.5662  34.7714  0.0441  0.1971  0.0064
Si  15.0749  10.3732  32.4611  -0.0166  0.0159  -0.0357
Si  15.2434  1.3055  30.0308  0.006  -0.0007  -0.0834
Si  15.9017  8.3966  36.0402  0.0626  -0.0943  0.0846
Si  10.8911  0.7245  36.9842  -0.042  0.0618  0.2718
Si  21.9829  2.4957  29.1947  0.0091  -0.0587  -0.1487
Si  21.7252  -1.4363  37.2835  -0.0563  -0.0784  0.0705
Si  13.0365  7.4928  36.8215  0.0824  -0.1799  0.0243
Si  21.624  13.2471  29.2214  0.0038  0.0653  0.0083
Si  16.8407  11.0923  34.6361  0.1132  -0.1427  -0.0722
Si  18.8065  10.8747  32.3534  0.0666  0.0869  0.0457
Si  16.6725  4.1447  36.8342  0.0186  -0.0192  0.1673
Si  24.3108  0.3886  29.1857  0.0652  0.0789  -0.0741
Si  20.881  13.2761  34.9933  0.0797  -0.0172  -0.0221
Si  11.0658  6.4077  34.7598  -0.0888  0.0401  0.0627
Si  21.4086  10.6894  36.3126  0.0104  -0.0317  0.1024
Si  18.9819  0.8186  31.8762  -0.1496  -0.0262  -0.0553
Si  26.5321  11.957  33.8982  -0.0518  0.0288  -0.0896
Si  -0.2892  2.83  36.4784  0.0294  -0.0084  0.0728
Si  3.2118  3.2729  33.2713  0.0366  0.0899  0.1174
Si  1.51  5.3051  31.7005  -0.0193  -0.0585  0.0793
Si  24.3133  -0.1347  36.5578  0.0643  -0.0668  0.0074
Si  24.6833  6.8742  29.9939  -0.0438  -0.0579  -0.1556
Si  24.4891  2.269  32.5473  -0.0522  0.0891  -0.0527
Si  28.6273  4.8693  30.0369  0.0094  -0.0029  0.0442
Si  4.0882  -0.212  36.4143  0.0553  -0.0446  -0.0642
Si  1.2463  7.5701  36.6158  0.1224  -0.0998  0.0689
Si  28.0041  0.6953  34.3979  -0.0917  0.1075  -0.0251
Si  28.6014  -0.7586  31.7348  0.021  -0.1076  0.1
Si  6.4309  12.6647  35.7777  -0.0005  0.1015  0.0953
Si  6.2312  2.0403  36.3797  0.0418  0.0609  -0.0924
Si  12.9259  8.6763  32.4266  0.0845  -0.1457  0.0173
Si  3.9472  3.9714  36.0055  -0.0527  0.0839  -0.0091
Si  2.1116  1.684  35.4451  0.1512  0.1315  -0.0175
Si  4.3515  14.856  31.4726  0.0074  0.0611  0.0232
Si  2.1466  7.4704  33.8552  -0.0233  -0.0377  -0.0096
Si  7.6908  11.1408  29.2781  0.1918  0.0584  -0.0757
Si  8.8767  5.1025  36.2414  0.0376  -0.0578  -0.0002
Si  29.1888  9.943  30.2806  -0.0144  0.1169  -0.0351
Si  15.5272  7.5565  33.1678  -0.1312  0.1322  0.0112
Si  8.7266  14.1829  34.1432  0.0474  -0.0318  0.0134
Si  32.0843  10.2407  30.2461  0.2439  0.0345  -0.0652
Si  8.6592  10.3081  32.0588  -0.0081  -0.0341  0.0445
Si  21.4315  2.3995  32.0591  0.0591  0.1187  -0.015
Si  12.237  13.9464  30.2044  -0.0838  0.0534  -0.1673
Si  2.555  10.2053  36.3481  0.0486  -0.0326  0.1541
Si  17.5791  -0.957  33.9237  0.0207  -0.0595  -0.0591
Si  17.0481  13.323  31.7101  0.0478  -0.0756  0.0737
Si  12.3862  4.077  33.5866  -0.0041  -0.094  -0.0301
Si  25.7695  14.7733  34.4509  0.0457  -0.0019  -0.1079
Si  13.5726  -0.6714  36.8888  -0.1424  0.1599  0.0182
Si  21.3201  12.7342  32.1575  -0.0015  -0.0454  -0.1296
Si  16.1554  7.7603  28.9246  -0.0441  0.1361  -0.0261
Si  30.2022  7.361  34.4115  -0.043  0.0552  0.0023
Si  28.4346  8.9071  36.3882  0.1319  -0.0049  0.0708
Si  23.2916  2.5133  36.3362  -0.0201  -0.0047  0.0088
Si  15.133  3.3541  34.2077  0.0122  -0.0267  -0.0296
Si  17.4947  6.1768  31.3291  -0.0668  0.0382  -0.0809
Si  29.6019  11.6197  36.9152  0.0018  0.0536  0.1723
Si  29.1636  12.4282  32.2778  -0.0328  0.007  0.018
Si  30.3905  -0.5717  29.39  0.1609  -0.0239  -0.2334
Si  31.409  12.0825  34.4074  0.011  -0.0443  -0.0157
Si  24.0727  9.2237  37.0463  0.0885  -0.0469  0.1335
Si  25.2114  5.0161  36.2179  0.0247  0.0093  0.0266
Si  21.3086  3.9688  34.5433  0.0509  0.1054  0.1094
Si  25.983  9.1066  34.8097  -0.0056  0.126  -0.0454
Si  1.3971  14.9281  5.4474  0.0083  -0.0037  -0.0115
Si  4.0867  1.3303  5.3941  0.0196  -0.0084  -0.0059
Si  1.3832  4.0169  5.4439  -0.0054  0.0011  -0.0163
Si  4.079  6.7512  5.454  -0.0004  0.0062  -0.0008
Si  1.3992  9.4904  5.4396  0.0172  0.0023  -0.0078
Si  4.0655  12.2003  5.4565  0.0055  -0.0062  -0.0033
Si  6.7245  14.955  5.4734  -0.0121  0.0087  -0.0102
Si  9.4896  1.3771  5.5095  -0.0071  0.0057  0.0006
Si  6.7654  4.0508  5.4187  0.0066  -0.0038  0.0066
Si  9.5117  6.795  5.4278  0.0107  -0.0176  0.0123
Si  6.7929  9.5151  5.461  -0.0016  -0.0038  -0.0075
Si  9.4802  12.246  5.4457  0.0352  0.0141  -0.0011
Si  12.2156  14.9897  5.4841  0.0079  0.0146  0.0017
Si  14.9717  1.4236  5.4695  -0.0149  -0.0047  0.0109
Si  12.2532  4.1545  5.4196  -0.0294  -0.0106  -0.0113
Si  14.9292  6.88  5.3679  -0.0057  -0.006  -0.0162
Si  12.2115  9.5003  5.4407  -0.0159  -0.0041  -0.0039
Si  14.9955  12.2366  5.4598  -0.0012  -0.0213  0.0007
Si  17.6937  14.9656  5.4502  -0.0056  -0.0009  -0.0129
Si  20.4353  1.3847  5.4414  0.0114  -0.0071  -0.0129
Si  17.6466  4.1728  5.4148  -0.0168  0.0161  -0.0094
Si  20.3744  6.8616  5.3807  -0.0098  -0.0015  -0.0271
Si  17.6339  9.5721  5.3441  -0.002  0.0252  -0.028
Si  20.3525  12.2436  5.4428  -0.0028  -0.0008  0.0017
Si  23.142  14.9919  5.4706  0.0077  0.008  0.0098
Si  25.869  1.3407  5.4294  -0.009  -0.0099  -0.0202
Si  23.1322  4.0806  5.4499  -0.0045  -0.0011  -0.0079
Si  25.8755  6.7646  5.4601  0.0148  -0.0012  -0.0089
Si  23.0905  9.5042  5.4525  -0.0216  0.0076  -0.0066
Si  25.8757  12.2326  5.4762  0.0063  -0.0059  -0.01
Si  28.6022  14.9375  5.4471  -0.0021  0  -0.0082
Si  31.2962  1.3127  5.4567  0.0047  -0.0022  0.0006
Si  28.573  4.05  5.4426  0.0023  0.0156  -0.0049
Si  31.3258  6.7427  5.4577  0.0062  -0.0053  -0.0017
Si  28.5878  9.5008  5.4948  -0.0089  -0.0065  0.0014
Si  31.3114  12.2145  5.454  -0.009  -0.0036  -0.0174
Si  2.7326  -0.0063  6.7931  -0.018  0.002  0.0031
Si  5.4203  2.6937  6.7882  -0.0056  0.0111  -0.0153
Si  2.7176  5.4001  6.8093  0.0098  -0.0023  0.0036
Si  5.432  8.1381  6.8011  -0.0113  0.0025  0.0068
Si  2.7215  10.8496  6.8258  -0.0076  0.0106  -0.0013
Si  5.4012  13.5763  6.8274  0.0116  -0.0068  0.0049
Si  8.1228  -0.0147  6.821  0.0144  0.0008  -0.0055
Si  10.8782  2.7794  6.7908  -0.0202  0.0085  -0.0145
Si  8.1502  5.4137  6.7722  0.0196  -0.0123  -0.0154
Si  10.8557  8.1538  6.8054  0.0025  0.0023  -0.0043
Si  8.1415  10.8829  6.8179  -0.006  -0.007  -0.0027
Si  10.8565  13.5982  6.8077  0.002  -0.003  -0.0046
Si  13.5866  0.0513  6.808  -0.0195  0.0257  -0.0106
Si  16.3342  2.7817  6.8026  0.0024  -0.0041  0.0031
Si  13.6117  5.4987  6.774  -0.0004  0.0061  -0.0041
Si  16.3028  8.2096  6.7407  -0.0018  -0.005  0.0089
Si  13.5936  10.8716  6.7803  0.0276  0.0005  -0.0042
Si  16.3311  13.6146  6.8145  0.0018  -0.0101  -0.0002
Si  19.0689  0.0107  6.7889  0.0057  -0.0094  -0.0065
Si  21.779  2.7309  6.8149  0.0132  0  0.0062
Si  19.0355  5.4974  6.7666  0.0028  -0.0128  0.0032
Si  21.7362  8.1574  6.8028  0.0106  0.0109  0.0025
Si  18.9901  10.8853  6.7768  0.0063  0.0204  -0.0034
Si  21.7577  13.6012  6.7818  0.0015  -0.0035  -0.016
Si  24.506  0.0173  6.8218  -0.0163  -0.0012  -0.0036
Si  27.2171  2.6972  6.8038  -0.0008  0.0005  0.0039
Si  24.4962  5.4279  6.8123  -0.0056  -0.0094  0.0041
Si  27.2165  8.1357  6.8255  0.0101  0.0014  -0.0027
Si  24.4748  10.8737  6.7955  -0.0165  0.0102  -0.0114
Si  27.2421  13.5882  6.82  0.0005  -0.0069  -0.0026
Si  29.9346  -0.0223  6.8236  -0.0105  0.0187  0.004
Si  0.0153  2.6787  6.8094  0.0079  -0.0097  -0.0009
Si  29.9405  5.4039  6.807  -0.0001  0.0019  -0.0031
Si  0.0253  8.1369  6.8009  -0.0168  0.0076  -0.0092
Si  29.9554  10.8664  6.8281  -0.0039  -0.0122  -0.001
Si  0.0278  13.5765  6.8096  0.011  -0.0068  -0.0013
Si  1.3759  1.3371  8.1722  0.0041  0.0112  0.003
Si  4.0757  4.051  8.1665  -0.0095  -0.0172  0.0099
Si  1.3714  6.7771  8.1669  0.0066  -0.0021  0.0013
Si  4.0852  9.4965  8.1755  0.0095  0.0145  0.0073
Si  1.3639  12.215  8.1803  -0.0187  -0.0293  0.0096
Si  4.0598  14.9503  8.1769  -0.0066  -0.0149  0.0079
Si  6.779  1.3568  8.1696  0.0035  0.0047  0.0098
Si  9.5068  4.0945  8.1646  0.008  0.0111  0.0115
Si  6.7985  6.7794  8.1469  0.0019  0.0062  -0.0105
Si  9.5055  9.5201  8.1632  0.0212  0.0157  0.0045
Si  6.7815  12.2353  8.1781  0.0105  0.0134  0.0032
Si  9.4955  14.9537  8.1684  -0.0054  -0.0071  0.0071
Si  12.2214  1.403  8.1564  0.0148  -0.0181  0.0022
Si  14.9542  4.1248  8.1462  0.0017  -0.0049  0.0066
Si  12.2318  6.8118  8.1553  -0.0166  -0.0151  0.0171
Si  14.9518  9.5288  8.1457  -0.0113  0.005  0.0064
Si  12.2344  12.2372  8.1432  -0.0146  0.0042  -0.002
Si  14.9519  14.986  8.145  -0.0021  -0.0069  -0.0068
Si  17.6966  1.3855  8.1331  -0.0004  0.0165  -0.0093
Si  20.3939  4.1103  8.1298  -0.0002  -0.0037  -0.0127
Si  17.6654  6.8461  8.119  0.005  0.0058  -0.0044
Si  20.3771  9.5361  8.1373  0.0034  -0.0039  0.0035
Si  17.6747  12.2473  8.1674  -0.0097  0.001  0.0165
Si  20.4151  14.9653  8.1531  0.0073  0.0105  0.0006
Si  23.1413  1.3734  8.1731  0.0097  0.0104  0.0079
Si  25.8604  4.0655  8.164  -0.0083  0.0028  -0.0016
Si  23.1168  6.7947  8.1496  -0.0199  -0.0171  -0.0034
Si  25.8407  9.5089  8.1559  -0.0175  -0.0174  -0.0048
Si  23.1217  12.2443  8.1476  0.0054  0.0018  -0.0002
Si  25.8665  14.9556  8.1622  0.0013  0.0106  -0.0019
Si  28.5738  1.3442  8.1724  0.0036  -0.0109  0.0065
Si  31.2954  4.0476  8.1663  -0.0034  -0.0074  0.0006
Si  28.5893  6.7788  8.1691  0.0023  0.0092  -0.0019
Si  31.3074  9.4944  8.1721  0.0063  0.0049  0.0026
Si  28.5911  12.2275  8.1798  0.0031  0.0057  0.0048
Si  31.3057  14.9403  8.1701  0.0081  0.0119  -0.0029
Si  0.0135  -0.0158  9.5341  0.003  -0.0025  0.0048
Si  2.719  2.7053  9.536  -0.0054  0.0011  0.0029
Si  0.0054  5.4223  9.5245  -0.0107  0.0094  -0.0007
Si  2.7216  8.1415  9.5321  -0.0041  0.0034  0.0005
Si  0.0085  10.8603  9.5408  -0.0014  0.004  0.0048
Si  2.7101  13.5884  9.5385  -0.01  0.02  0.0042
Si  5.4241  -0.006  9.53  -0.002  -0.0006  -0.0048
Si  8.1469  2.7223  9.5164  0.0071  -0.0014  0
Si  5.4359  5.426  9.5145  0.0057  -0.0091  -0.005
Si  8.1447  8.1524  9.5134  0.0028  -0.0044  -0.002
Si  5.4297  10.8698  9.5349  0.0016  -0.0079  0.0034
Si  8.1411  13.598  9.5321  0.0101  -0.0085  0.004
Si  10.8626  0.0168  9.5029  -0.009  0.016  -0.003
Si  13.596  2.7526  9.5058  -0.0164  0.0159  0.0044
Si  10.8704  5.4531  9.5168  0.0002  -0.0038  0.0045
Si  13.5926  8.1707  9.5086  0.0128  -0.0005  0.0027
Si  10.8716  10.8833  9.5107  0.0079  -0.0071  0.0035
Si  13.5904  13.6127  9.4957  -0.0036  0.0023  -0.0037
Si  16.3262  0.0233  9.4917  -0.0006  0.0038  -0.0052
Si  19.0504  2.7399  9.4969  0.0106  -0.0113  0.0097
Si  16.3235  5.4742  9.4952  -0.003  -0.0044  0.0066
Si  19.0299  8.1758  9.5016  -0.0053  0.0024  0.0082
Si  16.307  10.8876  9.5109  -0.0039  0.0083  0.0061
Si  19.0501  13.6064  9.5082  0.0085  -0.0125  0.0042
Si  21.7773  0.0023  9.5126  0.0097  -0.0094  0.0056
Si  24.501  2.7213  9.5321  -0.0069  -0.0026  0.014
Si  21.7613  5.441  9.5091  0.0109  -0.0041  0.0108
Si  24.4816  8.1518  9.5112  -0.0072  0.0164  0.0031
Si  21.7567  10.8824  9.4977  -0.0064  0.0082  0.0044
Si  24.4944  13.5962  9.5079  -0.0066  -0.0051  0.001
Si  27.2175  -0.0109  9.533  -0.0026  0.0067  0.0046
Si  29.9347  2.7014  9.532  -0.0007  0.0032  0.0072
Si  27.2205  5.4266  9.5223  0.0021  -0.0099  0.0016
Si  29.939  8.1444  9.5288  0.0024  -0.0031  0.0033
Si  27.2112  10.8667  9.5157  -0.0005  0.0069  0.0016
Si  29.9446  13.5893  9.5369  0.0011  -0.0128  0.0058
Si  1.36  14.948  10.9046  -0.0076  -0.0118  0.0034
Si  4.0725  1.3502  10.8983  -0.0057  -0.001  0.0017
Si  1.3609  4.0694  10.8918  0.0092  -0.0067  0.0012
Si  4.0803  6.7842  10.886  0.0028  0.0054  0.0006
Si  1.3674  9.5049  10.8977  -0.0067  0.0022  0.002
Si  4.0727  12.2334  10.895  0.0003  -0.0005  0.0005
Si  6.7835  14.9595  10.8896  0.0021  0.0026  0.0036
Si  9.5044  1.3643  10.8745  -0.0091  -0.0059  0.0087
Si  6.7901  4.0767  10.8831  0.0058  0.0005  0.0009
Si  9.5066  6.8053  10.8773  0.0164  0.0008  0.0056
Si  6.7899  9.509  10.884  0.0017  0.0063  0.0033
Si  9.5085  12.237  10.8749  0.002  0.0044  0.0012
Si  12.2274  14.9713  10.8542  -0.0008  -0.0055  -0.0027
Si  14.9601  1.3788  10.8518  -0.0032  -0.0005  -0.0042
Si  12.2284  4.0922  10.8733  -0.0079  -0.0028  0.0092
Si  14.9548  6.8118  10.8644  -0.0032  -0.0016  0.0014
Si  12.2297  9.5254  10.8682  0.0025  0.0053  0.004
Si  14.9465  12.2519  10.8592  0.004  -0.0085  0.0051
Si  17.6827  14.9738  10.8512  0.0007  0.0006  -0.001
Si  20.4117  1.3719  10.856  0.0014  0.0095  -0.0014
Si  17.6826  4.0987  10.8496  -0.0031  0.0009  -0.0063
Si  20.3989  6.809  10.8568  0.0008  -0.0047  -0.0056
Si  17.6731  9.5289  10.8654  -0.0021  0.004  0.0029
Si  20.4087  12.2436  10.8645  0.0087  0.0138  0.006
Si  23.1395  14.9595  10.8682  -0.0007  0.0101  0.0056
Si  25.8593  1.3548  10.8866  -0.0003  0.0042  0.0029
Si  23.1298  4.0848  10.8719  -0.0025  0.0001  -0.0002
Si  25.8536  6.7954  10.869  -0.0035  -0.0045  -0.0032
Si  23.1234  9.5213  10.8601  -0.0052  -0.0039  -0.0036
Si  25.8549  12.2353  10.8709  -0.0039  -0.0012  -0.0021
Si  28.5804  14.9507  10.8911  0.0029  0.0089  -0.0013
Si  31.2939  1.3461  10.894  0.0017  -0.0027  -0.0001
Si  28.5783  4.0701  10.887  0.0017  0.0002  0.0015
Si  31.2932  6.7862  10.8904  0.0008  -0.0006  0.0004
Si  28.574  9.5114  10.8789  -0.0012  -0.0075  -0.0007
Si  31.2928  12.2266  10.8995  0.0021  -0.0059  0.0038
Si  2.7157  -0.0062  12.2624  0.0018  0.0038  0.001
Si  5.4297  2.7202  12.2481  -0.0016  -0.0033  -0.0004
Si  2.7157  5.4342  12.251  -0.0083  -0.0058  -0.0021
Si  5.4283  8.1547  12.2469  0.0021  -0.0021  0
Si  2.7148  10.8762  12.258  0  -0.0016  0.0008
Si  5.4262  13.6009  12.253  0.0011  0.0017  0.0012
Si  8.1432  0.0073  12.238  0.0041  0.0012  0.001
Si  10.8656  2.7277  12.2286  0.0088  0.0024  -0.003
Si  8.1464  5.4435  12.238  -0.0058  0.0005  -0.0016
Si  10.8659  8.1687  12.2298  -0.0027  0.0018  0.0029
Si  8.1469  10.8786  12.2362  0.011  -0.0035  0.0032
Si  10.8683  13.6089  12.2187  -0.0059  0.0008  0.0012
Si  13.5951  0.0114  12.2063  0.0026  0.0044  -0.0032
Si  16.3229  2.7354  12.2097  0.0042  0.004  0.0025
Si  13.5918  5.4527  12.2241  0.0038  -0.0037  0.0008
Si  16.3161  8.166  12.2224  -0.004  -0.0025  0.0001
Si  13.5896  10.8884  12.2193  -0.0069  0.007  -0.0013
Si  16.3194  13.6096  12.2056  -0.004  0.0036  -0.0039
Si  19.0494  0.0081  12.2093  0.0026  0.0024  -0.0036
Si  21.775  2.7183  12.2247  0.0076  -0.0082  0.006
Si  19.0469  5.444  12.2172  0.0023  -0.0051  0.0049
Si  21.7676  8.16  12.2181  -0.003  0.0025  0.0043
Si  19.044  10.8834  12.2168  -0.0019  -0.0027  0.0015
Si  21.7774  13.598  12.2198  0.0032  -0.01  -0.0011
Si  24.4993  -0.0082  12.2365  0.0007  -0.0013  0.006
Si  27.2201  2.713  12.2457  0.0004  -0.0038  0.0019
Si  24.4959  5.4393  12.2298  -0.0083  -0.0044  0.0042
Si  27.2144  8.1524  12.2345  -0.0001  0.0052  -0.0004
Si  24.493  10.8739  12.2232  -0.0044  0.0019  -0.0004
Si  27.215  13.5897  12.2417  0.0008  -0.0049  0.0018
Si  29.9355  -0.0105  12.2561  -0.0005  -0.0002  0.0035
Si  0.0062  2.7115  12.2568  -0.0062  0.0089  0.0003
Si  29.933  5.4318  12.2506  -0.0007  0.0031  0.0027
Si  0.0027  8.1511  12.2557  0.0004  -0.0017  0.0027
Si  29.9258  10.8707  12.2514  -0.0003  0.0102  0
Si  0.0033  13.5898  12.2647  -0.0028  0.0049  0.0033
Si  1.3605  1.3555  13.6251  0.0044  -0.0066  0.0005
Si  4.0701  4.0773  13.6129  0.0006  0.0018  -0.002
Si  1.359  6.7949  13.6165  0.004  0.0041  0.0018
Si  4.072  9.5162  13.6127  0.003  0.0011  0.0019
Si  1.3602  12.2353  13.6274  -0.0062  0.002  0.0025
Si  4.0721  14.9583  13.6245  -0.006  0.0015  0.0037
Si  6.7854  1.362  13.607  -0.0017  0.0019  0.0006
Si  9.5035  4.083  13.5942  0  -0.0012  0.0007
Si  6.7861  6.7986  13.6053  0.0069  -0.0017  0.0024
Si  9.5045  9.523  13.5944  0.0048  0.0001  0.0037
Si  6.7879  12.2378  13.6014  0.0005  -0.0007  0.0014
Si  9.5052  14.9613  13.5828  -0.0025  -0.0018  0.0006
Si  12.2313  1.3623  13.5731  -0.0076  -0.0001  -0.0005
Si  14.9567  4.0876  13.5712  -0.0103  0.0002  -0.0015
Si  12.2251  6.8071  13.5836  0.0015  -0.0002  0
Si  14.9487  9.5234  13.5731  0.0123  0.0001  -0.0017
Si  12.2248  12.2447  13.5744  0.0101  -0.0075  0.0012
Si  14.9556  14.9662  13.5611  0.0025  -0.0032  -0.0046
Si  17.6872  1.3687  13.5635  -0.0059  -0.0023  -0.0047
Si  20.4131  4.0813  13.5756  0.0038  -0.0008  -0.0046
Si  17.6838  6.803  13.5722  -0.002  -0.0057  -0.0043
Si  20.409  9.5221  13.5724  0.0012  0.0026  -0.0031
Si  17.6786  12.246  13.5633  -0.0017  0.0092  -0.0031
Si  20.4133  14.9631  13.5651  -0.002  0.0052  -0.0014
Si  23.1386  1.3576  13.5847  -0.0058  0.009  0.0022
Si  25.8595  4.0816  13.5929  0.0001  -0.0018  -0.0024
Si  23.1359  6.8037  13.5805  0.0067  0.0022  -0.0026
Si  25.8575  9.5191  13.5887  -0.0002  -0.0046  -0.0023
Si  23.1386  12.2382  13.5801  -0.0041  0.0106  0.0021
Si  25.8598  14.9541  13.6008  -0.0052  0.0073  0.0042
Si  28.5772  1.3545  13.6101  0.0034  0.0061  -0.0012
Si  31.2896  4.0752  13.616  0.0057  -0.0088  0.0026
Si  28.5751  6.8002  13.6031  -0.0001  -0.007  -0.002
Si  31.2849  9.516  13.6161  -0.0036  -0.0009  -0.0002
Si  28.571  12.2346  13.6123  -0.0033  -0.0027  0.0023
Si  31.2874  14.9515  13.6255  0.0012  -0.0059  0.0026
Si  0.0043  -0.0058  14.9879  -0.0076  0.0049  -0.0005
Si  2.7156  2.7228  14.9839  -0.0022  0.007  -0.0008
Si  -0.0002  5.4405  14.982  -0.0017  -0.0039  -0.0004
Si  2.7087  8.1634  14.9764  -0.0059  -0.0025  -0.0032
Si  -0.0042  10.8788  14.9859  0.0033  0.0024  -0.0008
Si  2.7126  13.6021  14.9899  0.0102  -0.0008  0.0008
Si  5.4295  0.0073  14.9789  0.0071  0.0044  0.0015
Si  8.1405  2.7288  14.9598  -0.004  -0.0041  0.0012
Si  5.4213  5.446  14.9695  -0.0071  -0.0088  -0.0027
Si  8.141  8.168  14.9578  -0.0022  -0.0008  -0.0001
Si  5.4271  10.8839  14.9682  0.0008  0.0011  -0.004
Si  8.1472  13.606  14.951  0.007  0.0042  -0.0035
Si  10.8665  0.0031  14.9314  0.0039  -0.0009  -0.0018
Si  13.5922  2.7254  14.925  0.0134  0.0023  0.0002
Si  10.8611  5.4501  14.9451  0.0019  -0.0006  0.0012
Si  13.5835  8.1701  14.936  -0.0034  -0.0068  -0.0028
Si  10.8649  10.8895  14.9423  -0.0075  0.0089  -0.0013
Si  13.5936  13.6037  14.9179  0.0008  0.0055  -0.0027
Si  16.3229  0.0028  14.9126  0.0047  0.0093  -0.0032
Si  19.0557  2.7138  14.9287  -0.0028  0.0047  -0.0026
Si  16.3202  5.4444  14.927  0.006  -0.0015  -0.0028
Si  19.0508  8.1592  14.926  -0.0049  -0.003  0.0007
Si  16.3173  10.8819  14.9169  -0.0126  -0.0061  -0.0024
Si  19.0495  13.6  14.9141  0.001  -0.0003  -0.0037
Si  21.7796  -0.0111  14.9325  0.0016  -0.0023  -0.0041
Si  24.5046  2.7145  14.9443  -0.0009  -0.0034  -0.0051
Si  21.7809  5.4369  14.9335  -0.0017  -0.0079  0.0014
Si  24.5022  8.1569  14.9437  -0.0042  0.003  -0.0001
Si  21.7765  10.8767  14.9294  0.0007  -0.0061  -0.0018
Si  24.499  13.5881  14.9516  -0.0008  -0.0113  -0.0018
Si  27.2209  -0.008  14.9668  0.0037  0.0017  -0.0032
Si  29.9331  2.7142  14.9746  -0.008  -0.0003  -0.0033
Si  27.2186  5.4399  14.9589  0.0001  0.0032  0.0005
Si  29.9242  8.1609  14.977  0.0033  0.0016  -0.001
Si  27.2113  10.8723  14.9671  -0.0027  0.0011  0.0019
Si  29.9264  13.5923  14.9842  0.0015  0.0063  0.0008
Si  1.3571  14.9599  16.3612  -0.0028  0.0019  0.0006
Si  4.0747  1.3693  16.3491  -0.0044  -0.0032  -0.0024
Si  1.3573  4.0852  16.3468  0.0071  -0.0084  0.0007
Si  4.064  6.8072  16.3358  0.0046  0.003  -0.0018
Si  1.3536  9.5212  16.3463  0.0029  -0.0016  0.0023
Si  4.0742  12.2406  16.342  0  -0.0032  0.0031
Si  6.794  14.9607  16.3248  0.0014  -0.0044  -0.002
Si  9.5034  1.3552  16.2971  0.0034  0.0013  -0.0045
Si  6.7779  4.0875  16.3265  -0.0027  0.0107  -0.0031
Si  9.4998  6.8095  16.312  -0.0035  -0.0046  -0.003
Si  6.7824  9.5256  16.326  0.0038  -0.0002  -0.0003
Si  9.5053  12.2463  16.3059  -0.0008  -0.0048  0.0005
Si  12.2276  14.9548  16.2755  0.0002  -0.0057  -0.0004
Si  14.9577  1.3568  16.2682  -0.0035  -0.0022  -0.0043
Si  12.2259  4.081  16.2848  -0.0004  0.0007  -0.0064
Si  14.9522  6.8062  16.2781  -0.0009  -0.0021  -0.0011
Si  12.2193  9.5266  16.2991  0.0092  0.0028  0.004
Si  14.9469  12.2329  16.2692  0.016  0.0008  -0.006
Si  17.6866  14.9583  16.2639  -0.0104  0.0011  -0.0056
Si  20.4208  1.3466  16.2849  0.0027  0.0006  0.0042
Si  17.6882  4.0777  16.2721  -0.0084  0.0035  -0.0023
Si  20.4199  6.8016  16.2813  0.0059  -0.0029  -0.0018
Si  17.684  9.5241  16.2689  0.0017  0.0001  -0.0073
Si  20.4103  12.2396  16.2724  -0.0065  0.0084  -0.0029
Si  23.1363  14.9493  16.3005  -0.0071  0.0136  0.0046
Si  25.8622  1.3594  16.3146  -0.0053  0.0067  -0.0003
Si  23.1506  4.081  16.2941  0.0073  -0.0042  -0.0055
Si  25.8664  6.8074  16.3152  -0.001  -0.0101  -0.0031
Si  23.1435  9.523  16.2903  0.0025  -0.0019  -0.004
Si  25.8546  12.2345  16.3254  -0.0063  0.0074  0.001
Si  28.5731  14.958  16.3441  -0.0081  -0.0014  0.0041
Si  31.2841  1.3557  16.3445  0.012  0.0016  -0.0027
Si  28.5769  4.0835  16.3246  0.0091  -0.0084  -0.0046
Si  31.2817  6.8058  16.3425  -0.0049  0.0016  -0.0001
Si  28.5676  9.5208  16.3429  -0.0006  0.0028  -0.003
Si  31.2796  12.2358  16.3561  -0.0024  0.001  -0.0004
Si  2.7162  0.0128  17.7152  0.0119  0.0041  0.0031
Si  5.4301  2.7372  17.7107  0.0047  0.0068  0.0068
Si  2.7074  5.4566  17.7081  -0.0016  0.0023  -0.005
Si  5.4141  8.1774  17.6924  -0.0043  -0.0088  -0.0025
Si  2.7111  10.885  17.7061  0.0015  0.0055  -0.0114
Si  5.439  13.6045  17.694  0.0025  0.0088  -0.0096
Si  8.1573  0.0005  17.6787  -0.0022  0.0017  -0.0021
Si  10.8605  2.7208  17.6396  -0.0028  -0.0057  0.0018
Si  8.1276  5.4632  17.6744  -0.0032  -0.0141  -0.0005
Si  10.8532  8.1769  17.6669  -0.0074  -0.0076  0.0039
Si  8.1445  10.8933  17.6723  0.0031  0.0068  -0.0093
Si  10.8729  13.6059  17.6526  0.0034  0.0104  -0.0068
Si  13.5912  -0.0063  17.6164  0.0124  0.0012  -0.0048
Si  16.3289  2.7074  17.6183  0.0038  0.0085  -0.0085
Si  13.589  5.4441  17.6308  0.0022  -0.0001  -0.0009
Si  16.3104  8.1792  17.6216  0.0145  -0.0055  -0.0012
Si  13.5791  10.8938  17.6457  0.0031  -0.0049  -0.0002
Si  16.3246  13.5851  17.6031  -0.0125  0.004  -0.0109
Si  19.0587  -0.0258  17.6314  -0.0068  -0.004  0.0006
Si  21.7993  2.7013  17.6328  -0.0009  0.0061  -0.0043
Si  19.0532  5.4378  17.622  -0.0054  -0.0129  0.0024
Si  21.7906  8.1576  17.637  0.0094  0.0149  0.0009
Si  19.0526  10.8761  17.6223  -0.0029  -0.0003  -0.0004
Si  21.7689  13.5822  17.646  -0.0063  -0.0217  -0.0073
Si  24.5077  -0.0177  17.6586  -0.0011  0.0025  -0.0092
Si  27.2217  2.7221  17.6786  0.001  0.0025  -0.0084
Si  24.5136  5.4378  17.6616  0.0032  0.0085  -0.004
Si  27.2099  8.1624  17.7051  -0.0007  -0.0032  0.0029
Si  24.4921  10.8696  17.676  -0.0036  -0.0044  -0.005
Si  27.2121  13.5912  17.6962  0.0038  -0.0015  -0.006
Si  29.9326  -0.0034  17.714  -0.0013  0.0122  -0.001
Si  -0.0064  2.7261  17.7036  -0.0118  -0.0064  -0.0047
Si  29.918  5.4494  17.6998  -0.0048  -0.0103  -0.0032
Si  -0.008  8.1681  17.713  0.0048  0.0016  -0.0052
Si  29.9184  10.8771  17.7214  0.001  -0.0015  0.0019
Si  -0.0059  13.5977  17.7241  -0.0022  -0.0051  0.0002
Si  1.3495  1.3772  19.0732  0  0.0105  0
Si  4.073  4.1143  19.0739  -0.0097  0.0004  0.0014
Si  1.3502  6.8168  19.0788  0.004  -0.0059  0.0029
Si  4.0645  9.5327  19.0735  0.005  -0.0063  -0.0048
Si  1.3532  12.2311  19.0805  0.0119  -0.0064  -0.0016
Si  4.0884  14.9673  19.0589  -0.001  -0.007  0.0007
Si  6.805  1.3628  19.0458  0.0153  -0.0145  0.0003
Si  9.4928  4.0818  18.993  0.0012  0.0058  -0.0127
Si  6.7756  6.8303  19.0506  -0.0119  0.0008  -0.0017
Si  9.4928  9.5406  19.039  -0.0191  0.0184  -0.0023
Si  6.7995  12.2459  19.0531  0.0086  -0.0154  -0.0022
Si  9.5261  14.9571  19.0294  0.0089  -0.0116  -0.0022
Si  12.2213  1.341  18.9727  0.0013  0.0002  -0.0023
Si  14.9553  4.0634  18.9589  0.0088  0.004  -0.0029
Si  12.2293  6.8069  18.9917  0.0225  -0.0184  0.004
Si  14.9537  9.542  18.9877  -0.0162  -0.0044  0.0016
Si  12.2125  12.2408  19.0194  -0.0032  0.0179  0.0037
Si  14.9462  14.9252  18.9441  0.0313  -0.0085  -0.0188
Si  17.6931  1.3384  18.9654  -0.0145  0.0038  0.0132
Si  20.433  4.0702  18.9564  -0.0069  0.0009  0.0009
Si  17.6833  6.8158  18.9518  -0.0229  0.0093  -0.0045
Si  20.4297  9.5272  18.9734  -0.002  -0.0124  -0.0089
Si  17.6846  12.2349  18.9665  -0.0004  -0.002  -0.008
Si  20.403  14.9231  19.0062  0.0086  0.0129  0.0072
Si  23.1571  1.3434  19.0071  0.0024  -0.0056  0.008
Si  25.8772  4.0919  19.0363  -0.0005  -0.0099  -0.0003
Si  23.1629  6.8139  19.0026  0.0135  -0.0161  -0.0099
Si  25.8469  9.5267  19.0621  -0.0148  0  0.0006
Si  23.12  12.2269  19.019  -0.0066  0.0128  -0.0056
Si  25.8524  14.9528  19.0472  -0.0081  -0.0008  0.0052
Si  28.5713  1.3723  19.0559  -0.0089  0.0095  -0.001
Si  31.2789  4.0968  19.0596  0.0047  -0.0053  -0.0098
Si  28.5627  6.801  19.0769  0.011  0.0006  -0.0101
Si  31.2713  9.514  19.0901  0.0029  0.0044  0.0053
Si  28.5573  12.2404  19.0819  -0.0113  0.0097  -0.0015
Si  31.2776  14.9553  19.0951  0.0101  -0.0062  0.0034
Si  0.0033  0.0087  20.443  -0.0081  0.0043  0.0117
Si  2.6937  2.7667  20.4244  0.0059  -0.002  0.009
Si  -0.019  5.4602  20.4343  -0.0084  0.0006  -0.0004
Si  2.7007  8.1834  20.4464  -0.0011  0.0116  -0.008
Si  -0.0063  10.8711  20.4548  -0.0041  0.0047  -0.0042
Si  2.7298  13.6008  20.4132  -0.004  0.0007  -0.0081
Si  5.4574  0.0035  20.4166  -0.0103  -0.0018  0.0068
Si  8.1722  2.7275  20.3921  -0.0109  0.0059  0.0204
Si  5.4274  5.4893  20.4381  0.0104  0.0087  0.0129
Si  8.1126  8.2115  20.4098  0.0088  -0.0058  0.0044
Si  5.4386  10.8931  20.4215  -0.0086  0.0099  -0.0076
Si  8.1836  13.5927  20.4015  -0.0017  0.0124  0.0006
Si  10.8922  -0.0034  20.3792  -0.0038  0.002  0.0018
Si  13.5922  2.6905  20.3009  0.0144  -0.0008  0.0161
Si  10.8524  5.4417  20.3259  -0.014  0.0016  0.0087
Si  13.5826  8.1881  20.3346  0.0041  0.0064  0.0049
Si  10.8423  10.9028  20.4036  0.0025  -0.0111  0.0035
Si  13.5908  13.6067  20.3443  0.0096  0.0013  -0.0033
Si  16.3291  -0.067  20.2752  -0.0274  0.0042  -0.0024
Si  19.0872  2.691  20.2958  0.0022  0.0008  0.0177
Si  16.3151  5.4468  20.279  0.0123  -0.0049  0.0023
Si  19.0508  8.178  20.295  0.0022  0.0087  0.0036
Si  16.3112  10.9163  20.336  0.0154  0.0052  0.0081
Si  19.0469  13.5393  20.3632  -0.0204  -0.004  0.0106
Si  21.795  -0.0439  20.3358  -0.0084  -0.0008  -0.0018
Si  24.5353  2.6996  20.3625  -0.0016  0.0148  -0.0029
Si  21.7921  5.4361  20.3041  -0.0009  -0.0136  0.0005
Si  24.4925  8.16  20.42  -0.0104  -0.0119  0.0083
Si  21.77  10.8602  20.3804  0.0056  0.0017  0.0074
Si  24.4773  13.5771  20.3821  -0.0026  -0.0065  -0.0021
Si  27.2212  -0.0047  20.4042  0.0021  0.0064  -0.0045
Si  29.9073  2.76  20.4197  0.0083  0.0001  -0.0061
Si  27.1959  5.4578  20.4476  -0.0087  -0.0201  0.0064
Si  29.9159  8.1469  20.4589  -0.0112  -0.0045  -0.0025
Si  27.1891  10.8868  20.4448  0.0095  0.0101  0.0038
Si  29.9087  13.5939  20.4625  -0.0051  -0.015  0.0043
O  5.8907  2.1175  30.4782  0.7015  -0.1677  -0.1184
O  1.45  14.6934  28.4362  -0.4101  0.0306  0.3193
O  14.4794  -0.3776  35.6153  0.2597  -0.2346  -0.1236
O  3.8865  -0.9328  37.8478  -0.0506  -0.6152  0.0338
O  1.9408  4.3595  28.478  -0.3149  0.2316  0.2871
O  0.078  2.6404  27.747  0.1585  -0.0259  0.4599
O  25.8563  8.504  33.3215  0.3887  -0.1643  -0.0731
O  6.5662  12.279  29.1566  -0.4306  -0.287  0.0761
O  7.1211  14.8817  28.7267  0.5642  0.4247  0.5965
O  28.2922  9.8142  28.9224  -0.4354  -0.4178  0.0936
O  12.3583  7.1486  35.3959  0.324  0.1496  -0.1922
O  9.88  2.4195  28.2253  -0.4295  0.3122  0.1242
O  9.0451  13.5055  32.6851  -0.4385  0.0266  -0.4369
O  12.2897  3.516  28.3004  0.2817  0.016  0.3169
O  13.6255  10.7585  27.5066  -0.2235  0.1924  0.4657
O  15.9875  -0.088  30.4105  -0.1681  -0.3801  0.1806
O  8.1588  5.3855  27.5351  -0.0526  -0.0656  0.2565
O  16.9016  7.9113  37.246  0.4745  -0.0947  -0.3756
O  4.9363  13.8428  28.0077  0.0395  0.3999  -0.1564
O  10.7971  13.4316  27.5606  0.1263  -0.1441  0.1803
O  9.5813  0.2325  37.8131  -0.3551  0.3111  -0.3834
O  16.0879  3.6297  35.447  0.0697  -0.0461  -0.1813
O  13.8285  5.4546  27.3589  0.0779  -0.0904  0.3321
O  9.8737  6.9249  28.6885  -0.2417  0.4155  0.1666
O  21.0173  8.0429  30.7016  0.2282  0.1375  0.2286
O  20.3955  12.4032  28.624  -0.3929  -0.0357  0.6021
O  15.3978  12.2431  28.6468  0.6626  0.3761  0.1853
O  20.9309  13.6545  33.4237  0.0721  0.6448  -0.0642
O  19.1591  0.1106  27.3805  0.118  -0.2439  0.1907
O  25.5766  1.3053  28.7669  0.4828  0.1542  0.3944
O  1.2891  8.8325  33.6974  0.0533  0.4334  -0.1321
O  25.5824  12.2072  28.6573  0.471  -0.0924  0.4219
O  16.9169  9.1278  28.4861  -0.3457  0.3293  0.3311
O  22.97  12.3881  29.0778  0.1835  0.1513  -0.0094
O  19.9418  5.855  37.774  0.2322  0.6468  -0.1551
O  21.8632  14.5384  28.2741  -0.3522  0.291  0.2015
O  27.2198  2.8514  27.6021  0.009  0.1148  0.4013
O  23.0192  -0.5178  37.4261  -0.1239  0.461  0.3016
O  24.378  5.3152  27.3849  0.143  0.0323  0.2069
O  20.428  11.0615  37.5693  -0.4509  0.3639  -0.1033
O  31.3333  14.5364  29.9302  0.1394  -0.114  0.6496
O  31.4344  6.049  28.8494  -0.0324  -0.0738  -0.1598
O  31.1677  0.6626  28.6645  0.1417  -0.0069  0.2566
O  3.769  5.069  37.2145  -0.1665  0.2358  -0.2173
O  29.9728  11.1576  27.5643  -0.0351  -0.018  0.2677
O  0.6087  10.0463  29.0936  0.3694  0.1136  0.1552
O  1.2129  13.2428  37.2677  0.2683  -0.0146  -0.1769
O  3.5907  4.3591  34.4483  0.2794  0.6919  -0.0476
O  23.0041  1.2751  29.4904  -0.2962  -0.2225  0.582
O  2.4622  1.9911  33.9078  -0.0617  -0.3856  -0.3441
O  19.4572  7.1514  35.5389  -0.568  0.2106  -0.2844
O  7.0562  2.2351  37.7654  0.7919  -0.3811  -0.1055
O  11.7293  1.887  37.754  0.4916  -0.0327  -0.2716
O  8.5457  5.0978  37.8152  -0.4171  0.1428  0.0362
O  7.2475  9.8069  28.508  0.0372  -0.2318  0.1922
O  17.808  5.2262  36.48  -0.3755  0.4827  -0.3505
O  0.3367  2.8375  37.9708  0.0206  0.2737  0.0024
O  11.9271  8.3687  37.575  -0.0271  0.0882  -0.291
O  25.3101  9.9496  37.835  0.5936  -0.1721  -0.1794
O  25.568  7.1577  28.6546  0.5761  0.5103  0.1542
O  21.3927  3.9004  38.7117  0.1429  -0.1537  -0.2636
O  22.9184  2.0058  32.5422  0.0567  -0.4166  0.3795
O  27.0236  14.5781  38.6081  -0.1878  0.0745  -0.1374
O  16.646  3.0488  27.4387  -0.0002  0.0948  0.3583
O  6.9701  7.5965  37.6759  0.5274  -0.4636  0.0236
O  5.4819  3.4133  35.9359  0.4651  0.1744  -0.1251
O  28.8534  12.794  37.7515  -0.147  0.146  -0.2278
O  31.9764  12.893  28.0844  0.1043  0.1458  -0.2089
O  24.1752  3.8296  36.5181  -0.1681  0.0568  0.3023
O  25.5004  0.0818  37.632  0.4102  0.4617  -0.2616
O  23.5249  7.9528  37.9131  0.0639  -0.4264  -0.1269
O  25.5736  5.6739  37.6477  0.0948  0.61  -0.1089
O  1.3177  9.181  36.54  -0.3159  0.206  0.0669
O  29.548  6.5811  38.8826  -0.2685  0.0208  -0.1185
O  28.018  11.9016  33.2883  0.0249  -0.1755  0.112
O  31.0645  5.0414  37.6342  0.1096  -0.4785  -0.1869
O  8.9457  3.6404  35.5532  -0.4815  -0.0771  0.0503
O  0.9571  13.1492  30.304  0.011  -0.4505  0.5242
O  14.1305  11.4735  37.5292  0.0134  0.0595  -0.7072
O  6.6921  1.0432  32.7062  -0.0352  -0.0219  0.0764
O  24.9611  3.1816  31.2965  -0.1769  -0.1757  -0.5166
O  -0.1371  9.671  31.7045  0.3719  0.0106  -0.1435
O  3.1167  10.7718  37.7639  0.0123  0.6012  -0.0853
O  24.4928  6.108  35.2834  0.3045  0.466  -0.1574
O  13.3851  6.2375  37.8067  -0.2984  -0.1763  -0.0476
O  19.4292  12.8989  35.5652  0.0516  -0.2795  0.2373
O  0.0212  5.1036  31.0929  -0.232  -0.177  -0.1071
O  8.0337  10.6546  33.5049  0.3287  0.2245  0.1663
O  26.7387  4.4509  32.817  0.2956  0.4478  0.1014
O  18.9294  6.7749  31.744  0.3809  -0.2925  0.3313
O  22.0724  13.4999  38.0321  -0.4866  -0.2555  -0.2782
O  24.1095  -0.5117  27.8718  0.6698  -0.2412  -0.2237
O  21.9743  8.6277  28.2762  -0.6052  0.1629  0.1775
O  20.4561  -0.702  37.9329  0.0198  0.1726  -0.3059
O  17.8875  -1.4146  35.445  -0.0358  0.2454  0.1102
O  26.9314  3.8036  38.7743  -0.1773  -0.1481  -0.1768
O  10.4287  4.5699  29.7557  -0.1262  -0.0139  0.5397
O  14.9449  1.3245  28.4416  -0.2639  -0.3117  0.1577
O  24.078  1.2334  35.7416  0.0381  0.0831  -0.3686
O  30.428  0.1744  37.8036  -0.2252  -0.2027  -0.3667
O  16.0768  -1.3417  38.7654  0.055  0.1484  -0.3177
O  12.2989  14.8927  28.8772  0.0256  0.5011  0.4406
O  15.9715  3.4993  32.8508  0.0785  0.375  -0.1725
O  14.9701  10.8375  30.9176  -0.0619  -0.6388  -0.4111
O  10.5276  3.8621  38.8538  0.1779  0.1929  -0.1664
O  29.7336  8.2761  35.6659  0.2061  -0.0403  0.3329
O  10.1417  9.7355  38.6958  -0.0849  -0.0394  -0.3203
O  8.3736  0.3138  27.5372  -0.0068  0.1773  0.1717
O  6.4923  3.5792  28.3876  0.152  0.0589  0.3461
O  20.1159  4.6288  35.3904  -0.1055  -0.3038  0.0461
O  10.0137  11.1407  31.8377  0.2897  -0.4016  -0.0335
O  22.7153  3.6778  28.4049  0.2807  0.4471  0.2002
O  11.9836  -0.4384  36.6863  -0.2392  -0.4825  -0.1693
O  15.5524  13.2942  31.1068  -0.1237  0.2943  -0.0249
O  20.5683  1.058  31.9094  0.2859  -0.4532  0.0045
O  -0.2313  6.9604  36.4394  -0.2756  0.1738  0.2628
O  2.539  13.8582  34.9854  -0.0559  0.5226  -0.124
O  14.1034  0.2645  38.0941  0.0746  0.383  0.0277
O  8.9262  8.7246  32.0387  -0.091  -0.1619  -0.3072
O  4.7628  -1.0938  35.2552  0.2016  0.2848  -0.249
O  30.5858  5.9043  35.0325  -0.1685  -0.4951  -0.2428
O  27.279  13.7074  27.5498  -0.1025  -0.1265  0.1729
O  0.52  1.7253  35.6326  -0.3225  -0.4791  -0.3386
O  6.4055  13.1982  37.3217  -0.4926  0.252  -0.0776
O  25.3416  0.922  32.4559  0.1436  -0.0288  0.374
O  22.9256  2.0649  37.8412  -0.1365  -0.6831  0.0357
O  25.2715  14.7505  32.899  -0.1222  -0.578  -0.1312
O  18.2543  10.755  33.8863  0.2033  0.0116  0.1985
O  27.3879  3.9043  30.405  0.1198  -0.6164  -0.3009
O  20.7419  3.3409  33.1713  -0.3307  0.0615  -0.1885
O  22.8628  10.2586  36.849  -0.0247  0.2222  -0.0333
O  17.6449  4.5858  31.1292  0.4755  0.0179  -0.1783
O  12.2879  6.5208  29.6728  0.1835  -0.2775  0.3018
O  13.5886  10.0288  33.0087  -0.427  0.5292  0.2593
O  28.1317  8.451  37.8954  -0.3308  0.1047  -0.1294
O  24.59  -0.5797  30.4505  -0.1985  -0.3195  0.0826
O  13.227  12.6796  30.0237  -0.206  -0.4349  0.0994
O  11.3385  3.1609  34.3987  0.2682  -0.1167  0.0775
O  21.261  13.5657  30.7637  -0.3673  0.3654  0.0463
O  14.4956  1.8794  34.324  -0.4152  -0.021  -0.1047
O  4.5081  0.1363  31.6454  -0.2928  0.2252  -0.0094
O  3.6995  7.8037  33.5321  0.3776  0.0461  -0.7597
O  27.2022  8.3729  35.52  -0.085  -0.6673  -0.2535
O  30.7375  6.9341  31.2183  0.2602  0.4049  0.2329
O  2.125  6.9585  35.4073  0.3847  -0.1754  0.223
O  24.1613  12.0568  38.7961  0.0199  -0.018  -0.296
O  16.116  6.8388  27.6128  0.6192  -0.0868  -0.1623
O  20.5861  6.4782  28.6449  -0.3206  -0.0975  0.4926
O  31.4322  8.112  33.6713  0.082  -0.2336  -0.0163
O  5.7396  9.4966  33.9205  -0.326  0.2868  -0.3774
O  7.1512  1.3729  35.2562  0.3931  -0.0174  0.0744
O  10.6001  14.6225  39.0298  0.0895  0.0321  -0.1877
O  21.715  11.9313  35.3165  0.4257  -0.222  0.0018
O  28.7593  0.0779  33.109  0.5904  0.2377  -0.045
O  30.3689  12.2145  35.6384  -0.1613  0.425  -0.0312
O  9.0138  1.9898  33.5362  0.1983  0.0536  -0.7404
O  3.1025  14.5444  30.5068  -0.0772  0.3325  0.0028
O  32.217  14.7513  38.5554  -0.0473  0.1908  -0.4849
O  24.5689  -1.3267  35.5012  -0.1812  -0.5641  0.0863
O  17.2293  2.8728  37.6532  0.2214  -0.1053  -0.2805
O  17.0441  14.0187  33.1746  -0.4105  -0.0799  0.1538
O  5.0362  1.0276  36.7303  -0.0293  0.1119  0.2282
O  12.7302  14.8628  31.4067  0.0796  0.1893  0.0858
O  16.5476  0.2664  34.0916  0.2759  0.4093  0.1016
O  2.2891  1.0486  38.6706  -0.1014  0.1304  -0.4015
O  23.6891  9.7933  32.7731  -0.5797  -0.0083  0.3147
O  29.2802  -1.1154  28.3558  -0.2062  -0.1374  0.2454
O  16.3612  6.3934  32.4576  -0.3342  -0.2409  0.341
O  21.4315  14.5878  35.7377  0.2003  0.5282  -0.2815
O  3.7704  6.2974  28.3969  -0.1967  0.2834  0.2296
O  2.6412  0.2363  35.8629  -0.2885  -0.1977  -0.1665
O  7.4606  13.5287  34.8881  -0.218  0.3531  0.0483
O  18.5624  0.3578  30.3723  0.1141  0.3828  -0.2909
O  28.7592  8.8084  31.3475  -0.3164  0.1482  0.3391
O  29.0402  0.6621  35.6247  0.0118  -0.1857  -0.2036
O  -0.0283  8.0366  27.6927  0.0204  0.0014  0.1667
O  -0.1  4.2858  35.7701  0.2707  -0.0289  -0.4815
O  1.6752  7.2396  38.1475  0.3909  -0.581  -0.0582
O  28.888  13.9668  31.8452  -0.08  -0.0615  0.0114
O  26.4213  13.3296  34.7456  0.1815  -0.1592  0.228
O  10.3696  5.7008  36.0318  0.6078  -0.2048  0.3742
O  7.7464  8.7004  35.3925  0.6571  -0.051  0.1825
O  29.0833  7.0933  33.2643  -0.5688  -0.3294  0.104
O  30.6948  10.8656  37.8325  0.0639  0.0994  -0.1731
O  22.4244  5.0375  34.0803  0.1626  -0.1228  -0.2909
O  12.0181  0.8134  32.5123  -0.6608  0.0594  0.3026
O  12.6325  3.4017  32.1437  0.0195  0.195  -0.4267
O  14.3424  -0.3688  33.0091  0.3174  -0.3904  -0.6074
O  2.826  0.1477  27.3672  -0.174  0.1694  0.1036
O  4.1798  14.1449  32.9137  -0.2928  -0.3582  -0.1432
O  16.9144  12.3797  35.5918  -0.358  0.1685  0.1855
O  24.7801  8.1577  30.9633  0.3713  0.5769  -0.0289
O  30.5912  12.4661  33.0602  0.3713  0.0547  -0.1474
O  24.6132  8.7895  35.603  -0.445  -0.4523  -0.3471
O  8.1477  11.7683  38.6312  0.03  0.1292  -0.379
O  20.672  9.5031  35.5082  -0.4418  0.2852  -0.1421
O  24.9532  2.9996  33.9126  -0.4486  -0.0356  0.4952
O  4.4752  1.8823  28.3329  -0.2433  -0.0749  0.1977
O  6.8555  11.1083  35.7786  -0.1414  -0.1109  0.3627
O  14.603  7.9418  29.3261  0.1126  -0.0273  0.2911
O  15.9033  7.4305  34.7385  -0.0598  -0.4101  -0.0504
O  24.4366  10.93  30.608  0.459  -0.5135  0.0824
O  15.9669  9.0078  32.5533  0.7069  0.0439  -0.2024
O  15.7332  11.4298  33.4853  -0.3209  0.4907  0.1285
O  29.61  -0.0502  30.6962  -0.1152  0.5378  0.2917
O  11.6781  5.5112  33.5538  0.0047  0.2855  -0.4853
O  7.7258  10.7459  30.8323  -0.2126  -0.1422  0.0108
O  22.0861  7.3179  35.2636  -0.0677  0.2087  0.2597
O  28.5421  10.5177  36.4115  -0.3676  0.1613  -0.363
O  11.9225  12.5729  38.1736  -0.1405  -0.5825  0.0187
O  28.2788  6.2961  30.7548  -0.4342  0.4004  -0.2615
O  16.352  9.8602  35.5483  -0.0982  0.2055  0.1479
O  17.2693  15.1365  28.4323  -0.4935  -0.1837  0.1459
O  12.4609  12.729  35.6054  0.2525  -0.1569  -0.342
O  8.397  -0.5721  33.9229  0.2261  -0.0321  0.1016
O  10.0601  13.8931  35.0462  -0.1078  -0.1316  0.7679
O  20.2966  11.4855  32.2116  0.0617  -0.3651  -0.0592
O  27.0795  -0.6164  31.2049  -0.0612  0.116  -0.555
O  9.0509  11.7061  28.5844  0.3651  -0.2974  0.1795
O  14.3718  8.3654  36.5826  0.0232  0.5161  -0.1234
O  25.3968  11.9072  32.7571  0.0171  0.4429  -0.4582
O  18.7697  1.1275  38.7085  -0.0069  0.1155  -0.3273
O  1.4874  6.3658  32.9036  -0.5217  0.0412  0.1333
O  20.5356  8.1112  33.2936  0.0706  -0.0841  -0.112
O  21.4765  3.1015  30.6013  0.0118  0.4997  -0.0127
O  4.9665  12.7132  35.0626  -0.1433  -0.6499  0.0296
O  5.6077  14.1854  30.6985  0.4124  -0.1705  0.3375
O  15.7922  9.6823  38.6479  -0.0896  -0.1001  -0.3464
O  20.7597  1.9573  28.2897  -0.4124  0.1285  0.341
O  18.9188  9.4133  31.6672  -0.3151  0.0258  -0.1357
O  26.244  10.6948  34.8422  0.0017  0.0404  0.2264
O  17.0068  6.974  30.0191  0.1013  -0.1359  0.0345
O  9.7937  7.0794  33.9808  -0.459  -0.0534  0.1674
O  2.949  12.4725  28.6751  -0.0539  -0.5834  0.162
O  23.0898  6.6844  29.6633  -0.1626  -0.256  0.2618
O  13.8503  14.1015  37.2849  0.5861  0.1041  0.1084
O  18.8345  10.7256  27.5623  -0.0808  -0.13  0.3214
O  2.4733  5.8666  30.5408  0.1179  0.6351  0.0874
O  -0.2672  9.0878  38.8119  0.1553  -0.188  -0.4139
O  26.7847  -0.3178  34.7153  -0.2903  0.2669  0.4526
O  15.515  4.7917  37.7396  0.0756  -0.2713  0.0506
O  29.0811  11.3952  31.0117  -0.3262  0.2889  -0.3906
O  0.0292  13.037  34.813  0.1596  0.513  -0.2183
O  28.5668  2.0446  37.788  -0.1827  -0.0538  -0.5997
O  7.7076  6.0448  35.6391  -0.3156  -0.2492  -0.4765
O  13.8332  4.3144  34.2731  -0.0519  0.3743  0.4905
O  22.8334  12.2189  32.3149  0.2007  0.1292  0.0301
O  5.4724  8.1243  27.6331  0.1467  0.0644  0.3264
O  24.0539  10.2123  28.0887  0.3325  -0.101  -0.0146
O  5.0907  9.2237  38.5587  -0.2278  0.1298  -0.4927
O  18.1646  2.1873  32.1836  0.2245  0.1249  0.6242
O  17.9218  13.4525  37.7162  0.5075  -0.287  -0.125
O  28.7051  4.9152  28.4206  0.357  0.2812  -0.1109
O  11.5068  12.6913  33.1721  0.5102  -0.5002  -0.1221
O  13.8467  1.4664  30.7942  -0.1092  -0.0714  0.3153
O  10.2484  6.6663  31.3215  -0.0271  -0.446  0.2818
O  18.7441  -0.309  33.0188  0.5627  -0.2571  -0.0275
O  12.1882  -1.3369  34.0495  -0.0813  0.3136  0.2487
O  18.702  5.0655  27.4795  0.0686  0.1093  0.4949
O  17.7565  11.8676  31.6202  -0.293  -0.0047  -0.5656
O  11.4306  8.5206  32.9369  0.0827  0.3658  0.2787
O  25.3432  5.6302  30.7741  -0.2214  0.0485  0.0708
O  26.5181  4.3962  35.4684  0.4496  0.2047  0.2757
O  30.7985  2.4213  36.48  -0.1979  0.439  -0.4304
O  21.9883  2.8145  35.4451  -0.4254  -0.3462  -0.2356
O  2.1746  3.9282  32.2252  -0.3358  -0.2353  -0.392
O  30.1365  4.4843  30.5219  0.1003  -0.68  0.2924
O  2.8579  2.8101  36.3593  -0.2048  -0.1058  0.5975
O  23.566  7.1613  33.0681  -0.2997  -0.1909  -0.159
O  27.4961  2.2312  34.1843  0.0709  0.1896  0.089
O  10.784  13.3757  30.661  -0.3499  0.0631  -0.5537
O  1.9809  11.433  35.5104  -0.234  -0.2554  -0.4802
O  16.211  2.531  30.4275  -0.0532  0.2028  -0.4298
O  4.2627  4.0837  29.7246  0.1088  -0.0803  0.2615
O  30.6978  9.5255  29.8095  0.1318  -0.5378  -0.5172
O  10.2411  1.2645  35.6391  -0.2896  -0.2403  -0.2799
O  5.224  3.746  38.8063  0.1591  0.0318  -0.0521
O  3.7486  9.4473  35.5943  0.3944  -0.0148  0.12
O  4.545  2.6574  32.5983  0.2199  0.2796  0.0004
O  5.4598  7.4235  35.496  -0.4694  -0.6644  0.2372
O  17.8894  14.2804  30.7445  0.675  -0.0628  -0.1217
O  11.328  2.1152  30.3172  -0.4594  -0.5957  -0.0931
O  12.2175  8.7319  28.3165  -0.7123  -0.3205  0.0258
O  31.6025  11.7854  30.3956  -0.5426  0.0174  0.1965
O  13.93  7.4511  32.8442  -0.3119  -0.6261  -0.1127
O  21.4128  9.1305  38.9227  -0.0792  -0.1079  -0.3896
O  31.991  10.5936  34.1649  0.1282  -0.0321  0.3742
O  12.7675  8.8292  30.8383  0.0411  0.5407  -0.1735

Results
total energy: -218731.233 eV
total energy less fixed offsets of O -438.35, Si -107.03 eV per atom: -12.513 eV
